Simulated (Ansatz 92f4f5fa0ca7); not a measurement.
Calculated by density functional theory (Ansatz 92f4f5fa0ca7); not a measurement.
Periodic cell of 321 atoms, Si176O145, from a study of silicon, its oxide and their interface. The atomic structure is a simulated model.

Settings: functional r2SCAN; potential files Ansatz PAW; basis plane waves; wave-function cutoff 800 eV; density cutoff ratio 5; exchange-correlation grid ratio 1; k mesh 1 x 1 x 1, Gamma-centred; self-consistency stop 5e-08 eV per atom in the density residual; occupations Fermi-Dirac, 0.05 eV; spin none; net charge 0.

Cell vectors (angstrom)
a, 15.3871, 0, 0.0075
b, 0, 15.3871, 0.0189
c, -0.584, -0.9223, 22.097

Atoms and the computed forces on them: element, x, y, z (angstrom), force x, y, z (eV/angstrom)
Si, -2.3449, -1.6038, 14.6974, -0.2902, -0.1351, -0.1606
Si, -2.6815, 3.4282, 14.6929, 0.5021, -1.4639, -0.0888
Si, -2.6605, 6.5343, 14.6698, 0.641, -0.0694, 0.757
Si, -2.6661, -3.973, 14.9877, -0.1073, -0.5958, -0.012
Si, 1.339, -1.3072, 14.547, 0.0628, 0.4392, 0.3149
Si, 1.4219, 3.2042, 14.7382, -0.853, -0.1217, -0.7732
Si, 1.8691, 6.2712, 14.2252, -0.8685, 0.8626, 0.2171
Si, 1.3064, -4.4575, 14.7439, -0.0505, 1.2947, 0.432
Si, 5.0464, -0.4138, 14.6254, 0.5135, -1.1537, -0.9959
Si, 4.9734, 1.9795, 14.5923, 0.3693, 0.4942, 0.0014
Si, 5.1854, 6.9388, 14.7609, 0.1747, -0.3691, 0.851
Si, 5.1913, 10.0701, 14.7554, -0.3738, -0.5892, 2.0008
Si, 8.7274, -0.4779, 14.2796, -1.4038, 0.1724, -0.8328
Si, 8.9321, 2.6273, 14.6041, 0.8062, -0.2753, -0.2193
Si, 9.1072, 7.0738, 14.9659, -0.957, -0.0341, -0.5011
Si, 7.06, 10.5533, 16.0142, 0.3351, -0.3019, 0.4645
Si, -0.543, -0.9772, 15.8981, 0.483, 0.5429, 0.8519
Si, -0.7073, 2.9466, 15.905, 0.7682, 1.005, -0.6797
Si, -0.6563, 6.8396, 15.9029, -0.5023, 0.2963, -0.2342
Si, -0.6569, 10.7076, 16.072, -0.0166, -0.1735, -0.3642
Si, 3.2738, -1.0449, 15.9164, -0.6717, 1.2533, -0.1035
Si, 3.2843, 2.8382, 15.9853, 0.1847, 0.1901, 0.2862
Si, 3.2834, 6.7017, 15.9724, 0.1472, -0.4944, 1.1328
Si, 3.2588, 10.5649, 16.0506, 0.0013, 0.2473, -0.4017
Si, 7.0295, -0.8746, 15.8227, -0.2986, -0.5626, -0.1327
Si, 6.8973, 2.7519, 15.7622, 0.3121, 0.2391, 0.615
Si, 7.1087, 6.7089, 16.097, 0.2006, 0.4425, -0.5578
Si, 9.0534, 10.2279, 14.8726, 0.6903, -0.6039, -0.3713
Si, -4.2339, -1.0978, 15.9383, 0.4664, 0.6091, 1.1747
Si, 10.9031, 2.9485, 16.0277, -1.1481, -0.0557, -0.1512
Si, 10.9649, 6.738, 16.1963, 0.3943, 0.2277, 0.1607
Si, 10.8931, 10.5808, 16.3224, 0.4384, 0.6434, -0.6654
Si, -0.0683, 1.9853, -4.9179, -0.0852, -1.0877, 0.2082
Si, -0.0277, 5.7956, -4.811, 0.5491, -0.1194, 0.1354
Si, -0.063, 9.6265, -4.7287, 0.2366, -0.0961, -0.0885
Si, 0.1323, -1.8562, -4.6552, -0.6158, -0.209, -0.4961
Si, 3.886, 1.8861, -4.7761, -1.3423, -0.6308, -0.1262
Si, 3.876, 5.6578, -4.6971, 0.2614, 0.4591, -0.538
Si, 3.7275, 9.5651, -4.774, 0.832, -0.5123, -0.0712
Si, 3.9104, -1.9222, -4.7866, -0.0868, -0.8052, -0.1685
Si, 7.6565, 1.8278, -4.8397, 0.1732, 0.8377, 0.342
Si, 7.5805, 5.6622, -4.8693, 0.2352, -0.7746, 0.2496
Si, 7.7734, 9.5595, -4.6436, -0.8448, 0.1734, -0.0437
Si, 7.7878, -1.9147, -4.8577, -1.0741, 0.3688, -0.6495
Si, 11.5803, 1.8751, -4.8216, -0.02, -0.1567, -0.3567
Si, 11.4872, 5.7199, -4.6203, -0.2572, -0.1205, -0.0472
Si, 11.6292, 9.5814, -4.5961, -0.1007, -0.3101, 1.032
Si, 11.5661, -1.9378, -4.5823, -0.1816, 0.1704, 0.3584
Si, -1.9282, 1.9646, -3.442, 0.1136, -0.1595, 0.5352
Si, -1.9114, 5.7312, -3.3988, 0.1116, 0.0076, 0.7491
Si, -1.8764, 9.5924, -3.2221, 0.0382, 0.0737, 0.1742
Si, -1.8231, -1.8611, -3.3279, -0.4802, -0.0578, 0.3309
Si, 1.8191, 1.887, -3.5442, 0.7396, -0.6985, -0.1511
Si, 1.9376, 5.6661, -3.3854, -0.5656, -0.0914, -0.4692
Si, 1.918, 9.4688, -3.4126, -0.851, 0.3164, 0.1854
Si, 2.0355, -2.0554, -3.3977, -0.1821, 0.1342, 0.0734
Si, 5.7599, 2.0271, -3.4492, 0.5146, 0.1726, -0.0146
Si, 5.7858, 5.7574, -3.3592, -0.0809, -0.6778, 0.3898
Si, 5.7213, 9.4764, -3.4061, 0.2226, 0.6613, -1.0281
Si, 5.7995, -1.7946, -3.5279, 0.9274, -0.2112, -0.1646
Si, 9.6153, 1.8979, -3.5178, -0.3568, -0.5051, 0.4052
Si, 9.4746, 5.7033, -3.411, 0.0566, 0.2847, -0.0488
Si, 9.6385, 9.6798, -3.2507, 0.2594, -0.4892, -0.0854
Si, 9.5475, -1.9467, -3.3728, 0.9338, 0.0435, 0.5619
Si, -2.0689, 0.0843, -1.9889, 0.4225, 0.0678, -0.1687
Si, -1.8614, 3.8165, -1.9093, -0.2769, 0.1426, -0.2264
Si, -1.8317, 7.5764, -1.9278, -0.8115, -0.1659, -0.25
Si, -1.8767, 11.6082, -1.9314, -0.2567, -0.5277, -0.1452
Si, 1.8159, -0.0858, -2.189, 0.9484, -0.1305, -0.0514
Si, 1.8826, 3.6922, -2.1416, -0.0499, 0.4344, 0.4981
Si, 1.9682, 7.5802, -2.044, -0.1706, 0.5651, 0.3487
Si, 1.9323, 11.3863, -2.0512, 0.2754, 0.3708, 0.4723
Si, 5.664, 0.1432, -2.202, 0.3073, -0.2175, 1.1572
Si, 5.8374, 3.8085, -1.8786, -0.3534, 0.1929, 0.0572
Si, 5.7257, 7.6494, -2.0102, 0.3988, -0.5558, 0.7081
Si, 5.8154, 11.5529, -2.3943, 0.0254, 0.2681, 0.0059
Si, 9.5183, -0.0463, -2.0402, 0.2205, -0.0463, -0.6242
Si, 9.5522, 3.7764, -2.127, -0.1587, -0.1345, 0.3159
Si, 9.5228, 7.6693, -2.0314, 0.2909, 0.4194, -0.1467
Si, 9.5825, 11.5764, -1.8277, -0.0746, 0.2335, -0.4728
Si, -0.0133, -0.0438, -0.8239, -0.6438, 0.2459, 1.125
Si, 0.1183, 3.7893, -0.5478, -0.2979, -0.4824, -0.5467
Si, 0.0877, 7.5601, -0.6038, 0.2725, -0.316, 0.3751
Si, 0.0385, 11.5238, -0.5784, 0.3684, -0.0609, 0.0179
Si, 3.7447, -0.0483, -0.7793, -0.4379, 0.9326, -0.1729
Si, 3.7248, 3.7016, -0.6842, 0.3882, -0.2434, 0.1626
Si, 3.8429, 7.6894, -0.5905, 0.4171, 0.3685, 0.2466
Si, 4.0511, 11.5776, -0.9731, -0.835, -0.3783, 0.3929
Si, 7.5982, 0.0162, -0.7498, -0.9565, -0.2898, -0.6036
Si, 7.8008, 3.7325, -0.449, -0.1366, 0.7204, -1.0136
Si, 7.6712, 7.7097, -0.5899, -0.1189, -0.0167, -0.1796
Si, 7.4634, -3.763, -0.8021, 0.4344, -0.0894, 0.2937
Si, 11.3706, 0.0311, -0.5752, 0.8592, -1.6475, -1.0104
Si, 11.4221, 3.7387, -0.7257, -0.1955, 0.6246, 0.2926
Si, 11.4673, 7.5752, -0.6756, 0.7772, 0.5132, -0.2358
Si, -3.8363, -3.868, -0.5346, 0.0074, 0.6482, -0.5095
Si, 0.5642, 1.7766, 0.6047, 0.4815, -0.398, -0.0907
Si, 0.9182, 5.6102, 0.6119, -0.1997, 0.9013, 0.1166
Si, -0.2552, 9.5357, 0.6626, -1.2892, 0.2822, -0.6101
Si, -0.3147, -1.8872, 0.6743, -0.0537, -0.4355, 0.8223
Si, 2.9867, 1.7868, 0.6569, 0.8585, -0.0426, -0.1682
Si, 3.349, 5.6766, 0.5392, -0.8981, -0.0572, -0.9197
Si, 3.1576, 8.6795, 4.4112, 0.6345, -0.3042, 0.4482
Si, 4.3259, -1.9408, 0.419, -0.197, -0.1154, -0.037
Si, 8.3904, 1.7198, 0.5496, -0.1945, 0.3949, 1.2995
Si, 8.4142, 5.8058, 0.6388, -0.2859, -0.2831, 0.5192
Si, 7.0549, 9.7175, 0.5433, 0.7344, -0.365, 0.1993
Si, 6.7093, -1.8427, 0.3786, 0.4599, -0.0101, 0.1452
Si, 10.7617, 1.8285, 0.5483, 0.2786, 1.4712, 1.6162
Si, 10.8255, 5.7457, 0.58, 0.0654, -0.9356, -0.1788
Si, -3.5208, 9.5256, 0.63, 1.2378, -0.3899, 0.3867
Si, -3.4937, -1.8972, 0.7361, 0.1735, 0.1855, 0.034
Si, -0.802, 1.9608, 3.4854, -0.5382, -0.7146, -1.3101
Si, -0.6853, 4.9413, 3.1069, -0.2125, -0.2796, -0.4262
Si, 0.2359, 9.012, 3.5685, -0.3365, 0.2294, -1.0776
Si, 1.4952, -1.9033, 3.4242, -0.3192, -0.793, 0.2953
Si, 4.0384, 1.4422, 2.807, 0.6665, -1.1419, -2.0429
Si, 4.2165, 6.2115, 3.4563, 0.6545, 1.0171, 0.5786
Si, 4.7368, 9.7918, 0.4276, -0.9826, -0.4843, -1.1337
Si, 3.6638, -1.7024, 2.725, 1.215, -0.1784, -0.5255
Si, 7.0459, 2.2422, 3.27, -1.3862, -1.3141, -0.8667
Si, 7.2856, 5.3473, 3.5996, 0.8925, 0.5343, -0.3418
Si, 7.5464, 10.3015, 2.8202, -1.2733, 0.8512, 0.1268
Si, 7.6682, -1.9557, 2.4729, 1.1142, 2.0907, -0.6944
Si, 11.435, 2.1493, 2.9136, 0.3893, -1.0898, 0.0567
Si, -3.4236, 5.1527, 2.5127, -0.5357, -0.7816, -1.0281
Si, 10.4293, 10.1763, 3.2562, 0.0848, -0.206, -0.463
Si, 10.702, -2.0069, 2.7273, 0.4295, -0.4236, 0.8211
Si, -0.1552, 4.6647, 10.6787, -0.352, -0.383, 0.328
Si, -3.6001, 1.0758, 10.2922, 0.4729, 0.14, -2.6201
Si, -2.6417, 7.8153, 6.9467, 0.4004, 0.0845, -0.6663
Si, 3.4953, 2.4048, 5.6089, -0.9386, -0.5002, -0.4644
Si, 0.6385, 11.2249, 5.3813, -0.3805, 1.2805, -1.422
Si, 9.1727, 1.5066, 9.6045, -1.0835, -0.1777, -1.0347
Si, 4.665, 10.9011, 3.3226, -0.7135, -0.3424, 0.3003
Si, -3.4952, 10.4977, 5.8903, -0.2294, 0.6141, 1.3006
Si, -2.2595, 6.0266, 9.2687, -0.0313, -0.4431, -0.2206
Si, -1.7128, 6.705, 4.1334, -0.0151, 0.9045, 0.6168
Si, 5.139, -1.7239, 11.5743, 1.2807, -0.2589, 1.5708
Si, -0.0216, -0.1301, 5.5442, -1.4225, -0.5792, 0.5628
Si, 3.6491, -1.4403, 9.2666, -0.0037, -0.1158, -1.4034
Si, 3.1897, 5.2017, 6.204, -0.9124, -0.0259, 1.6721
Si, -1.6431, -2.7349, 9.4703, -0.6939, -1.294, 0.6686
Si, 1.8656, 2.4606, 10.1196, -1.0301, -1.778, 0.8103
Si, 1.5473, 7.0328, 11.3299, 1.0012, 0.5392, -0.2364
Si, 4.7076, 2.8286, 11.4684, 0.3167, 0.143, -0.4149
Si, 10.8086, -0.1669, 7.8528, -0.4602, 0.5578, -0.0824
Si, 6.2991, -0.8127, 7.7754, 0.4937, 0.3425, 0.7709
Si, -3.094, 7.5936, 11.7263, 0.0233, -1.1748, 1.1626
Si, 7.2593, 8.3928, 7.7712, -0.3737, -1.3126, -1.0975
Si, 9.7325, 10.2918, 8.1, -0.0306, 0.0758, -1.593
Si, -1.7027, 2.3451, 12.0945, 0.3929, 0.373, 0.9632
Si, -3.4947, 10.1248, 10.271, 0.5105, 1.4707, -0.257
Si, 5.6359, 3.8582, 6.9333, 0.6159, -0.4109, -0.5876
Si, 1.9597, 9.8812, 7.7535, 0.7713, 0.3336, -0.1596
Si, 1.3481, -3.4902, 9.7879, -1.3757, 1.6585, -0.3857
Si, 0.8653, 1.0284, 12.5911, -0.3288, -0.5766, 0.3236
Si, 2.6325, 7.085, 8.4957, -0.0103, -0.3441, -1.5778
Si, 4.4297, 8.8057, 7.232, -0.5085, -1.2404, -0.4993
Si, 10.3909, -0.0351, 4.9227, 0.8435, 0.2627, -0.3845
Si, 8.5808, 4.9701, 12.639, 1.0609, 0.2992, 0.9119
Si, 8.122, -0.8721, 11.2316, -0.8078, -0.9637, 1.1695
Si, 8.9762, -2.2884, 8.8761, -0.4311, 1.374, -1.9563
Si, 8.108, 5.6082, 6.4524, -0.6661, 0.0402, 0.1318
Si, -3.1973, -1.3392, 11.8304, -0.327, -0.4669, 0.5475
Si, 10.8111, -3.9196, 12.6692, 0.1443, 0.7368, 1.1045
Si, -1.662, -2.4901, 6.422, 0.0636, 0.0129, -0.4502
Si, 2.024, 0.7594, 7.6974, -0.9362, -1.1196, -1.7772
Si, 5.5794, 5.6129, 12.0891, 0.0215, -0.8245, -0.4346
Si, 1.9011, 9.9205, 11.9159, -0.2556, 0.7415, 1.6443
Si, 6.4488, 2.0731, 9.186, 1.6328, 1.5935, -0.3167
Si, 7.2957, -0.1714, 4.9733, 1.0853, -2.2175, -0.9859
Si, 4.9396, 10.5439, 11.9136, 1.1268, 0.7871, 0.3086
Si, 6.7396, 8.1406, 10.8432, -1.7597, 1.7818, -0.4858
Si, 10.5433, 6.2094, 8.0252, -0.4576, 0.7942, -1.1355
Si, 9.481, 6.8918, 10.7677, 0.1151, -0.1301, 0.4291
O, 0.489, 7.0351, 14.7171, 0.2585, -0.1641, -0.1651
O, 9.9204, -1.275, 14.9185, 0.7688, -1.0195, 0.0265
O, 0.0623, 1.4365, 2.1444, -0.966, 0.573, 1.2901
O, 0.5278, 5.5098, 2.2284, 0.9311, 0.079, -0.195
O, 0.5916, 9.4316, 2.0288, 0.4435, 0.3786, 0.8683
O, 1.5839, 8.4049, 4.2098, -0.2918, -0.1813, -0.0227
O, 0.6052, -1.9751, 2.0751, -0.7688, 0.3335, -0.7429
O, 5.5011, 2.1291, 2.7241, 0.3641, 0.1087, 0.0111
O, 3.8442, 5.536, 2.072, -0.0954, -0.5025, 0.38
O, 5.7627, 5.8052, 3.7195, -0.795, 0.332, 0.4568
O, 4.217, 10.4595, 1.805, -0.1594, 0.5592, 1.7411
O, 7.9724, 1.522, 2.1605, 0.2563, 0.6129, -0.6491
O, 7.916, 5.904, 2.2173, -0.0006, 0.1081, 0.0244
O, 8.8902, 9.6461, 3.4641, -0.2867, 0.5017, 0.1084
O, 9.2543, -1.3987, 2.388, -1.3225, -0.1232, -0.2823
O, -2.4028, 1.6495, 3.2064, 0.6769, 0.6211, -0.1817
O, -1.9015, 4.744, 1.9919, -0.3573, 0.0323, 0.3561
O, -1.8814, 9.7181, 1.0626, -0.6371, -0.7244, -0.4118
O, -1.9065, -1.893, 1.1993, 1.2063, 0.1799, -0.4752
O, -2.2401, -1.1162, 13.1109, -0.1937, -0.2892, 0.6706
O, -2.7631, 2.5904, 13.2909, -0.3835, -0.0111, -0.5457
O, -2.5949, 4.9532, 14.2478, -0.2302, 1.184, -0.4143
O, -2.7316, 7.4016, 13.3089, 0.1427, 0.5559, -1.2388
O, 10.9931, -2.3355, 12.2374, -0.0123, -1.1686, 1.0155
O, -3.2336, 10.9533, 13.518, -0.661, 0.2314, -1.134
O, 1.3937, 9.9837, 13.475, 0.3459, -0.7559, -1.3872
O, 1.3142, -2.8753, 14.14, 0.1348, -1.2563, 0.2487
O, 1.2801, -0.4371, 13.1609, 0.0353, 0.0775, -0.2341
O, 1.6379, 2.1041, 13.5073, 0.0095, 0.8341, 0.3516
O, -2.2729, -4.2189, 9.8609, -0.7419, -0.4174, -0.8331
O, 2.3039, 6.6781, 12.7093, 0.0837, 0.8596, 0.0917
O, 1.4653, -4.0497, 11.2673, 0.1962, -0.5758, 0.5186
O, 5.068, -1.1884, 13.1126, -0.1484, 0.0647, 0.4153
O, 5.0284, 2.4337, 13.0236, -1.0084, 0.4655, -1.314
O, 5.8999, 2.0441, 10.6843, -0.4251, 0.329, 0.4717
O, 7.1657, 4.2939, 6.7151, 0.5744, 0.4718, -0.403
O, 4.8653, 5.9876, 13.4734, 0.2657, -0.2791, 0.4158
O, 5.3231, -4.4505, 13.432, -0.4312, 0.5727, -1.4832
O, 5.1656, 8.4897, 14.3175, 0.092, 0.9974, -0.5977
O, 6.5572, -1.2689, 10.9521, 0.8996, 0.3382, 0.1778
O, 6.1235, 9.5523, 11.43, 0.2466, -0.4002, -0.4592
O, 9.1606, 1.057, 14.1003, -0.1836, 1.4264, 0.1534
O, 8.4536, -1.0743, 12.8016, -0.4493, 0.2036, -0.2253
O, 1.1776, 3.8848, 10.2285, 0.0027, 0.5758, 0.17
O, 9.0108, 3.5616, 13.2467, 0.2452, -1.0331, 0.2211
O, 9.1711, 6.0718, 13.6895, -0.3933, -0.327, -0.7756
O, 5.0007, -3.3335, 11.2609, -0.3275, -0.1508, 0.0413
O, -0.4171, 3.4978, 3.7726, -0.01, 0.5691, -0.1367
O, 0.962, -0.8472, 4.5161, 0.4366, 0.1699, -0.4269
O, -1.965, 7.3667, 8.3712, 0.112, -0.4332, -0.1738
O, 1.514, -3.287, 4.2842, -0.6861, -0.4847, 0.3195
O, 3.2433, 2.0875, 4.0049, -0.7763, 0.7313, 2.577
O, 4.1819, -0.1991, 3.0651, 0.128, 1.115, 0.1544
O, 3.2737, 5.8062, 4.7227, 0.064, -0.2164, -0.9417
O, 4.0348, 7.8489, 3.3024, -0.2669, -0.979, 0.3868
O, 3.5358, 10.2268, 4.3068, 0.933, 0.9667, -0.8927
O, 4.6163, -2.845, 3.4863, -0.1591, -1.0214, -0.2777
O, 7.138, 1.3233, 4.5718, -0.1559, 1.9361, 0.3018
O, 7.3833, 3.7533, 3.5486, 0.313, 0.0164, 0.2048
O, 8.1532, 5.8756, 4.8686, -0.0632, -0.3032, -0.9842
O, -0.9684, 7.9602, 3.352, -0.6557, -0.7591, 0.9555
O, 7.7721, -3.4596, 2.8726, 0.1068, -2.4893, 0.5175
O, 9.4888, 0.6887, 8.2436, -0.1393, 0.1652, 0.415
O, 10.5081, 1.3714, 4.0396, 0.004, -0.609, 0.0217
O, 1.2248, 8.6388, 11.2534, -0.175, -1.0498, -0.2726
O, 11.3639, 3.7497, 3.16, -0.202, 1.0369, 0.248
O, -3.2407, 6.3815, 3.5626, 0.4996, 0.2565, 0.5704
O, 10.5931, -3.6301, 2.9872, -0.1965, 0.2433, -0.027
O, -4.0726, 9.8643, 4.5392, 0.6749, -0.62, 0.2617
O, 7.4108, 6.9235, 7.0734, 0.427, 0.1763, 0.7447
O, 11.2098, -1.2489, 4.1247, -1.2138, 0.3097, -0.5824
O, 10.5398, 2.0717, 10.1629, 0.2625, 0.8489, 0.3757
O, -0.8693, 3.6884, 11.7808, 0.4395, 1.1581, -0.3599
O, 4.6824, 5.1225, 6.8388, -0.4532, 0.751, -0.0842
O, 5.0419, 2.8087, 5.8119, 0.737, 0.0473, 0.2406
O, 1.6178, 10.3464, 6.2526, -0.0089, -0.6775, 0.6998
O, -0.1943, -3.1945, 6.3606, -0.0014, -0.6715, -0.1779
O, 0.6641, 0.1626, 6.9789, 0.4626, -0.0564, 0.2597
O, -3.937, 0.048, 11.4388, 0.1029, -1.0372, 0.6424
O, 0.2528, 6.1157, 11.3024, -0.9526, -0.8672, -0.3127
O, 3.5996, 10.0844, 7.8352, -0.0216, -0.35, -0.1347
O, 8.8667, -0.3926, 5.378, 0.1037, -0.0755, -0.5494
O, 6.3167, -0.5705, 6.1733, -0.3525, -0.219, 0.3439
O, 9.7003, 7.0147, 9.1502, -0.1956, -0.5262, 1.1738
O, 10.8943, 9.698, 9.0509, 0.6562, -0.5202, 0.6713
O, 8.5938, 9.2313, 7.5666, 1.2247, 0.7632, 0.6154
O, -1.8133, 7.0858, 5.7141, -0.5873, 0.2145, 0.5194
O, 10.6996, 7.4649, 11.6559, -0.575, -0.226, -0.7555
O, 10.5859, 10.8272, 6.8131, -0.3732, -0.1598, 0.2111
O, -1.066, 4.9194, 9.3445, -0.2901, 0.3433, -0.0205
O, -3.6554, 5.3644, 8.6567, 1.4032, -0.2268, 0.9272
O, -2.0747, -2.2576, 7.9826, 0.274, -0.4749, -0.14
O, -2.2949, -1.862, 10.6293, -0.4669, 1.2009, 0.0141
O, 6.3751, 0.6478, 8.5163, -0.2672, -1.1937, -0.7802
O, 8.8923, -3.8786, 8.7365, 0.601, -0.4953, -0.0807
O, 2.6092, 3.6672, 6.1251, 0.1403, 0.5372, -0.5074
O, 2.2471, 6.0143, 7.2871, 0.6441, -0.4654, 0.2147
O, 5.7073, 7.0022, 11.2846, 0.1334, -0.8438, -0.0233
O, 1.0769, 10.7119, 8.7907, 0.2811, -0.5044, -0.5842
O, 1.6419, 1.9773, 8.6114, -0.0145, 1.0272, 0.3765
O, 4.7687, 4.4552, 11.2615, 0.3833, 0.3705, 0.8194
O, 2.8069, -0.328, 8.5181, -0.5017, -0.2288, 0.7315
O, 9.6061, 5.3796, 7.0361, -1.0017, -0.6736, 0.1335
O, 6.7266, 8.2708, 9.2553, 0.1873, -0.0185, 0.282
O, 9.0606, -1.9154, 10.4396, -0.2543, -0.1369, -0.7617
O, 10.329, -1.6776, 8.0839, -1.1214, -1.7181, 0.9851
O, 8.4642, 0.586, 10.7158, -0.1154, 0.1807, 0.3058
O, 9.0458, 8.6131, 14.4047, 0.1749, 0.9641, 0.1235
O, 7.5926, -1.6941, 8.1365, 1.5426, -0.5582, 0.8941
O, -2.3366, 1.9541, 10.6776, 0.5208, -0.1318, 0.0354
O, -0.395, 1.2739, 4.8707, -0.1653, -0.1481, -0.1493
O, 10.7825, 10.7267, 11.2877, -0.0201, -0.3908, -0.3668
O, -0.7384, 1.2232, 12.7538, 0.2723, -0.0092, -0.3176
O, 3.5125, 9.7902, 11.8155, 0.3311, 0.2136, -0.2149
O, 1.518, 4.7245, 14.0741, -0.23, -2.0806, 0.3181
O, 3.3412, 2.4258, 10.6674, 1.9051, 0.3963, 0.8825
O, 3.9781, -0.9869, 10.77, -0.3502, 0.2957, -0.3697
O, 6.995, -1.0672, 3.6155, -0.3752, 0.5508, 1.461
O, 11.1668, 0.1477, 6.338, 0.4182, -0.0831, -0.8774
O, 5.5657, 3.1768, 8.369, 0.1802, -0.8297, 0.925
O, 3.0508, 1.1458, 6.5318, 0.658, 0.8272, -1.1995
O, 4.1683, 7.5123, 8.222, 0.3152, 0.9178, 0.396
O, 9.2125, 5.3199, 11.192, 0.3048, 0.9549, -0.5578
O, 8.0787, 2.575, 9.1802, -2.5515, 0.4576, 0.142
O, -2.412, 6.4304, 10.8204, -0.5825, 0.2816, 0.3098
O, 1.1925, 1.2515, 11.04, -0.0332, 0.5773, -0.5045
O, 9.4303, -4.2428, 13.5332, 0.861, 0.3291, -0.7644
O, 8.2453, 7.8481, 11.2163, 0.8558, -0.4912, 0.5566
O, -0.3125, 10.2708, 4.4426, 0.4184, -0.1981, 0.4605
O, 5.9984, 9.0429, 6.9977, -0.694, 0.7684, -0.3868
O, -2.7145, -3.472, 5.6225, 0.346, -0.016, 0.6851
O, -3.3722, 0.3449, 8.7862, 0.0792, 0.5324, 1.9335
O, 2.7245, -2.7678, 9.3453, -0.3317, 0.1331, -0.0811
O, 3.6307, 8.2188, 5.8897, 0.678, 0.7936, 0.543
O, 11.1937, 7.3179, 7.0372, 0.9251, 0.7453, -0.3327
O, 2.4875, 6.6599, 10.0434, -0.4982, 0.0015, -0.0828
O, 1.6811, 8.3557, 8.1162, -0.3923, -0.7611, 0.3108
O, 7.0107, 4.944, 12.4624, -1.1367, 0.482, -0.0567
O, -2.5413, 9.4398, 6.7366, -0.4543, -0.3706, -0.6398
O, 10.9665, 9.2955, 1.9938, 0.1924, 0.6424, 0.0833
O, 4.9922, -1.5787, 8.3336, -0.5577, -0.3871, 0.2822
O, 6.0961, 10.1859, 3.6726, 0.9457, 0.1983, -0.5328
O, -0.0713, -2.6335, 9.7498, 1.6246, -0.268, -0.4064
O, -1.42, -1.056, 5.7021, 0.9615, 0.5968, 0.1619
O, -2.6978, 8.9906, 11.091, 0.3436, 0.25, -0.504

Results
free energy: -195266.137 eV
free energy less fixed offsets of O -570.45, Si -639.56 eV per atom: 11.673 eV

The program warned: the cutoff lies below the one the program advises for these potential files; the forces do not sum to zero within the program's tolerance; empty levels may hold ghost states of the PAW files.
